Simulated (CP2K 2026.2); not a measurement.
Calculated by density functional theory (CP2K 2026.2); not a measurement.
Periodic cell of 499 atoms, Si360O139, from a study of silicon, its oxide and their interface. The atomic structure is a simulated model.
Doubt: the forces sum to 1.63 eV/angstrom along one axis rather than to zero, so they err by at least 0.0033 eV/angstrom per atom on average; the grid cutoff is modest.

Settings: functional PBE; method Gaussian and plane waves; basis set DZVP-MOLOPT-SR-GTH; pseudopotentials GTH-PBE; grid cutoff 300 Ry, relative cutoff 40 Ry; k points Gamma only; occupations fixed; spin none; net charge 0.

Cell vectors (angstrom)
a	16.32	0	0
b	0	16.32	0
c	6.6309	0.2553	33.8359

Atoms and the computed forces on them: element, x, y, z (angstrom), force x, y, z (eV/angstrom)
Si	1.128	2.041	1.664	-0.185	0.125	0.592
Si	3.303	-2.451	-3.983	-0.144	-0.036	-0.083
Si	0.046	5.341	2.908	0.007	-0.067	-0.122
Si	1.464	6.398	1.382	-0.015	0.17	0.697
Si	-3.143	-5.592	-1.537	-0.009	-0.062	0.181
Si	2.345	-2.625	0.494	-0.022	-0.15	0.83
Si	5.1	-1.203	0.029	0.04	0.043	0.127
Si	-7.982	4.809	0.436	-0.036	-0.034	0.166
Si	5.004	8.305	0.001	-0.555	0.393	0.354
Si	-8.43	7.694	1.002	0.13	0.169	0.464
Si	3.546	9.593	1.3	-0.002	0.026	-0.064
Si	-6.459	-1.661	1.283	-0.075	0.254	0.772
Si	-4.64	6.369	-4.105	0.103	0.034	0.099
Si	-3.474	0.859	1.311	0.158	-0.156	0.561
Si	-0.387	6.804	-1.124	0.02	-0.042	0.171
Si	-5.037	-6.939	-3.33	-0.071	-0.07	-0.049
Si	-4.553	-4.191	0.801	-0.005	-0.047	0.125
Si	-1.688	-0.807	1.506	-0.025	0.073	0.004
Si	0.047	0.192	2.811	0.079	0.007	0.014
Si	4.126	1.366	4.113	0.053	0.006	-0.045
Si	-0.76	3.55	1.684	0.175	-0.206	0.722
Si	2.567	8.037	2.713	-0.092	-0.008	0.004
Si	0.629	-4.877	2.991	0.034	0.218	0.626
Si	2.27	-3.071	2.862	-0.037	0.062	-0.126
Si	5.731	0.326	2.695	-0.103	-0.143	0.741
Si	-8.433	2.596	2.657	0.201	0.128	0.719
Si	4.69	4.778	2.767	0	-0.003	0.047
Si	-7.641	8.68	2.917	0.039	0.049	0.027
Si	5.173	-5.516	2.57	-0.281	-0.279	0.454
Si	-8.084	-2.688	2.642	-0.013	0.005	-0.076
Si	-5.295	-0.046	2.554	0.005	0.013	-0.063
Si	-2.628	2.607	2.708	-0.045	-0.026	-0.118
Si	-4.863	5.945	2.816	0.021	0.038	-0.07
Si	-3.153	7.668	2.991	-0.194	-0.25	0.564
Si	-5.892	-5.936	2.893	-0.253	-0.185	0.524
Si	-1.259	-3.991	4.088	-0.012	-0.038	-0.027
Si	-1.368	1.36	4.248	0.009	-0.016	-0.022
Si	1.381	4.094	4.354	0.015	-0.055	0.002
Si	-1.353	6.741	4.174	0.004	0.078	-0.025
Si	1.381	9.514	4.14	0.036	-0.02	0.004
Si	-2.594	-2.67	2.684	0.272	0.431	0.375
Si	1.313	-1.324	4.095	-0.025	-0.008	0.002
Si	2.929	3.009	2.971	0.008	0.023	-0.018
Si	6.637	4.056	4	0.034	0.037	-0.051
Si	3.969	6.682	4.047	0.008	-0.031	-0.051
Si	6.736	-6.754	3.981	-0.021	-0.004	-0.064
Si	4.05	-4.069	4.053	0.021	-0.032	-0.065
Si	-9.454	-1.309	3.98	-0.034	0.013	-0.028
Si	-6.739	1.384	3.857	-0.058	-0.033	-0.044
Si	-3.976	4.091	3.992	-0.002	0.003	0.005
Si	-6.681	6.868	4.079	-0.009	0.01	-0.033
Si	-4.138	-6.875	4.166	-0.022	0.026	-0.024
Si	-6.888	-4.143	4.068	0.057	-0.007	-0.01
Si	-4.09	-1.429	4.053	0.021	-0.003	-0.079
Si	-2.755	-0.063	5.475	0.041	-0.016	-0.029
Si	-0.013	2.7	5.595	-0.03	0.043	0.048
Si	-2.669	5.352	5.517	-0.026	-0.022	-0.005
Si	-0.039	8.201	5.477	0.001	0.018	-0.017
Si	-2.699	-5.417	5.356	0.03	-0.022	0.034
Si	-0.013	-2.641	5.531	0.082	0.004	-0.01
Si	2.748	-0.019	5.421	-0.016	0.008	-0.002
Si	5.444	2.714	5.51	-0.009	-0.017	0.028
Si	2.689	5.509	5.627	0.043	-0.012	-0.036
Si	5.441	-8.232	5.32	-0.002	-0.024	-0.015
Si	2.798	-5.486	5.487	-0.019	0.02	-0.047
Si	5.453	-2.669	5.345	-0.007	0.009	-0.006
Si	-8.072	0.033	5.34	-0.015	0.034	-0.011
Si	-5.431	2.745	5.293	0.006	-0.005	-0.023
Si	-8.192	5.457	5.272	-0.035	-0.004	-0.033
Si	-5.438	8.139	5.608	-0.013	-0.04	-0.01
Si	-8.294	-5.412	5.454	0.02	-0.062	0.002
Si	-5.475	-2.772	5.394	-0.012	-0.019	0.012
Si	-1.392	-1.351	6.889	-0.017	0.002	0.011
Si	1.397	1.317	6.838	-0.006	0.013	-0.003
Si	-1.35	4.063	6.932	0.026	-0.027	0.033
Si	1.317	6.88	6.895	-0.049	-0.023	0.001
Si	-1.398	9.557	6.802	-0.007	-0.001	0.008
Si	1.387	-4.08	6.789	-0.034	-0.01	0.002
Si	4.105	-1.365	6.772	0.006	-0.007	0.032
Si	6.864	1.347	6.771	-0.001	-0.032	-0.013
Si	4.091	4.09	6.869	0.003	-0.018	-0.032
Si	-9.501	6.79	6.725	-0.016	0.002	0.014
Si	4.147	-6.855	6.795	0	-0.022	-0.022
Si	-9.574	-4.023	6.801	-0.01	0.034	0.015
Si	-6.793	-1.36	6.753	0	0.03	-0.036
Si	-4.12	1.374	6.743	0.02	0.009	0.001
Si	-6.822	4.081	6.665	-0.009	0.002	0.028
Si	-4.047	6.744	6.856	0.022	0.01	0.006
Si	-6.873	-6.774	6.813	-0.002	0.015	-0.01
Si	-4.08	-4.095	6.751	0.011	0.013	0.014
Si	0.006	-0.002	8.206	0.015	-0.015	0.007
Si	2.728	2.709	8.192	-0.011	0.008	0.012
Si	-0.002	5.467	8.234	-0.008	0.021	0.015
Si	2.741	-8.125	8.2	-0.002	0.003	-0.009
Si	0	-5.422	8.151	0.009	-0.007	-0.01
Si	2.742	-2.724	8.153	0.031	0.003	-0.013
Si	5.475	-0.005	8.125	-0.032	0.002	0.012
Si	-8.125	2.732	8.115	0.008	0.016	-0.001
Si	-10.84	5.456	8.16	0.019	0.016	-0.002
Si	-8.192	-8.169	8.15	-0.009	-0.017	0.008
Si	-10.875	-5.44	8.161	0.016	-0.029	-0.011
Si	-8.167	-2.692	8.134	-0.014	-0.003	0.01
Si	-5.448	0.005	8.129	-0.003	-0.008	-0.013
Si	-2.759	2.682	8.183	0.003	0.012	-0.003
Si	-5.471	5.396	8.13	-0.029	-0.005	-0.011
Si	-2.715	8.16	8.174	-0.007	0.007	0.021
Si	-5.456	-5.431	8.132	0.012	-0.009	0
Si	-2.754	-2.746	8.175	0.007	-0.003	0.012
Si	-1.364	1.361	14.963	0.015	-0.001	-0.002
Si	1.36	4.086	14.945	-0.011	0.003	-0.006
Si	-1.377	6.803	14.975	-0.005	0.013	-0.004
Si	1.333	-6.815	14.972	-0.004	-0.006	-0.002
Si	-1.376	-4.073	14.965	-0.007	0.003	-0.002
Si	1.357	-1.355	14.955	0.018	-0.009	-0.002
Si	4.075	1.377	14.946	-0.025	0.01	0.001
Si	-9.511	4.067	14.956	0.014	-0.01	-0.006
Si	4.059	-9.55	14.941	0.018	0.005	-0.004
Si	-9.506	-6.797	14.939	-0.01	-0.001	-0.001
Si	4.082	-4.07	14.963	0.001	0.005	-0.005
Si	6.819	-1.357	14.947	0.013	-0.015	-0.007
Si	-6.802	1.359	14.968	-0.004	0.008	-0.007
Si	-4.062	4.086	14.975	-0.008	-0.009	-0.001
Si	-6.799	6.808	14.96	-0.009	-0.001	-0.004
Si	-4.081	9.508	14.97	0.02	-0.003	-0.003
Si	-6.772	-4.069	14.944	-0.007	-0.002	-0.008
Si	-4.084	-1.371	14.964	-0.004	0.001	-0.005
Si	-2.728	-0.007	16.317	-0.003	-0.002	-0.008
Si	-0.006	2.742	16.306	0.004	-0.005	-0.003
Si	-2.72	5.45	16.362	0.011	-0.001	0.002
Si	-0.031	8.153	16.354	-0.017	0.003	0.004
Si	-2.724	-5.443	16.323	0.006	0.004	0.004
Si	-0.02	-2.701	16.314	0.007	0.007	-0.012
Si	2.705	0.027	16.3	-0.021	-0.024	-0.006
Si	5.438	2.723	16.317	0.022	0.016	-0.003
Si	2.709	5.422	16.338	0.002	0.006	-0.002
Si	5.436	-8.181	16.25	-0.004	0.007	-0.013
Si	2.695	-5.433	16.297	0	-0.007	-0.007
Si	5.468	-2.711	16.309	0.003	0.012	0.002
Si	-8.161	-0.001	16.332	0.003	0.001	0.003
Si	-5.42	2.71	16.312	-0.001	-0.01	-0.007
Si	-8.144	5.425	16.305	-0.002	0.024	-0.004
Si	-5.435	8.144	16.342	-0.032	-0.002	-0.001
Si	-8.121	-5.439	16.285	-0.001	-0.003	-0.007
Si	-5.432	-2.723	16.348	0.003	-0.015	0.003
Si	-1.366	-1.338	17.692	-0.003	-0.007	-0.009
Si	1.332	1.379	17.665	0.011	0.024	-0.007
Si	-1.348	4.08	17.707	0.019	0.006	0.005
Si	1.319	6.764	17.699	0.011	-0.022	0.008
Si	-1.389	-6.787	17.718	0.008	0.003	0.009
Si	1.322	-4.077	17.658	-0.026	-0.02	0.002
Si	4.106	-1.311	17.625	0.01	0.021	0.007
Si	-9.539	1.355	17.684	-0.019	-0.015	0.005
Si	4.09	4.069	17.702	-0.025	-0.004	0.005
Si	-9.543	6.781	17.614	-0.004	-0.04	-0.002
Si	4.073	-6.826	17.587	0.023	-0.008	-0.021
Si	-9.462	-4.081	17.643	-0.016	-0.008	0
Si	-6.78	-1.335	17.703	0.008	0.013	0.009
Si	-4.081	1.344	17.687	-0.014	-0.001	-0.01
Si	-6.754	4.083	17.662	0.027	0.015	0.002
Si	-4.101	6.784	17.743	0.01	-0.027	0.011
Si	-6.785	9.532	17.68	0.019	0.026	0.007
Si	-4.068	-4.099	17.705	-0.011	0.01	0.008
Si	-0.069	0.091	19.049	-0.003	0	0.04
Si	2.737	2.666	19.035	0.063	0.002	-0.016
Si	0.006	5.39	19.128	-0.023	-0.002	0.053
Si	2.705	8.17	18.961	-0.021	-0.006	-0.018
Si	-0.026	-5.421	19.079	0.001	0.023	-0.004
Si	2.72	-2.671	18.904	0.028	-0.006	-0.013
Si	5.407	0.025	19.081	-0.04	0.009	-0.002
Si	-8.129	2.724	18.963	0.004	0.003	-0.01
Si	5.44	5.471	19.042	0.002	0.005	0.009
Si	-8.17	8.119	18.941	-0.019	-0.011	-0.021
Si	5.484	-5.506	18.898	0.021	-0.025	-0.005
Si	-8.14	-2.702	19.041	0.007	0.004	-0.001
Si	-5.418	0.014	19.098	0.001	0.017	0.022
Si	-2.723	2.705	19.033	-0.027	-0.004	-0.054
Si	-5.415	5.368	19.129	-0.014	0.002	0.015
Si	-2.771	-8.13	19.088	-0.034	0.023	0.01
Si	-5.427	-5.448	19.087	0.017	-0.029	0.016
Si	-2.695	-2.732	19.047	-0.009	-0.025	0.009
Si	-1.442	1.429	20.509	-0.036	0.048	0.048
Si	1.432	3.972	20.448	-0.002	-0.01	0.019
Si	-1.426	6.8	20.403	0.023	-0.001	0.019
Si	1.388	-6.804	20.356	0.03	-0.009	-0.001
Si	-1.373	-4.058	20.482	-0.026	-0.003	-0.002
Si	1.383	-1.275	20.243	0.004	0.009	0.008
Si	4.039	1.357	20.515	-0.024	-0.041	-0.025
Si	-9.45	4.085	20.313	0.023	-0.007	-0.001
Si	4.012	6.841	20.361	0.008	-0.028	0.037
Si	-9.537	9.426	20.299	-0.027	0.043	-0.006
Si	4.117	-4.089	20.12	-0.008	-0.006	-0.029
Si	6.784	-1.36	20.383	0	0.009	-0.029
Si	-6.819	1.422	20.403	-0.012	0.007	-0.026
Si	-4.023	3.957	20.51	0.033	-0.031	0.04
Si	-6.871	6.771	20.338	-0.009	0.015	-0.026
Si	-4.136	-6.813	20.54	0.007	0.028	-0.005
Si	-6.738	-4.014	20.41	0.025	-0.01	-0.015
Si	-4.013	-1.374	20.425	0.008	0.008	-0.041
Si	-2.757	-0.017	21.907	0.03	-0.079	0.021
Si	0.016	2.717	21.889	-0.007	-0.03	0.047
Si	-2.697	5.41	21.861	-0.007	0.015	-0.009
Si	0.049	8.114	21.681	-0.035	0.075	0.014
Si	-2.756	-5.405	21.898	-0.018	0.026	0.02
Si	0.081	-2.578	21.639	-0.017	-0.025	-0.039
Si	2.607	-0.048	21.85	0.041	0.028	0.08
Si	5.494	2.813	21.69	-0.043	-0.021	0.023
Si	2.764	5.403	21.775	0.068	-0.015	-0.008
Si	5.382	8.16	21.747	0.02	0.004	0.016
Si	2.787	-5.335	21.544	0.011	-0.012	0.003
Si	5.359	-2.783	21.586	-0.024	0.013	0.037
Si	-8.172	0.022	21.706	0.01	0.008	0.054
Si	-5.456	2.63	21.933	-0.01	0.003	-0.01
Si	-8.166	5.426	21.77	0.012	0.012	-0.043
Si	-5.583	-8.272	21.798	0.022	-0.032	0.037
Si	-8.17	-5.459	21.537	-0.021	0.054	0.026
Si	-5.374	-2.663	21.838	0.005	-0.013	0.031
Si	-0.843	-0.912	23.063	-0.008	0.016	0.038
Si	0.848	0.884	23.229	-0.01	-0.054	0.013
Si	-2.18	3.117	27.436	-0.05	0.017	-0.016
Si	1.468	6.787	25.265	-0.185	-0.166	-0.521
Si	-1.253	-6.822	23.027	-0.053	0.088	-0.666
Si	1.819	-3.627	22.819	-0.032	0.047	0.071
Si	5.409	-0.649	24.857	-0.025	0.003	-0.12
Si	-9.564	1.383	23.036	0.048	0.025	-0.692
Si	4.151	1.202	26.8	-0.219	0.051	-0.071
Si	-10.031	6.326	22.943	-0.106	-0.205	-0.583
Si	4.294	-6.413	22.966	-0.067	-0.144	-0.595
Si	6.597	-4.325	22.846	-0.033	0.097	-0.615
Si	-6.582	-1.052	23.058	-0.04	-0.007	0.026
Si	-4.687	0.695	23.218	-0.234	-0.111	-0.607
Si	-6.408	4.49	23.097	0.214	0.166	-0.545
Si	-4.603	6.237	23.034	-0.256	-0.159	-0.564
Si	-7.048	-6.841	23.017	0.476	0.142	-0.131
Si	-3.95	-3.877	23.332	0.003	-0.11	-0.706
Si	0.748	1.392	-1.33	-0.053	0.028	0.187
Si	-10.604	0.925	-2.286	-0.009	-0.072	0.084
Si	-7.009	-7.398	26.979	-0.042	0.086	-0.026
Si	-10.082	4.84	-4.468	0.054	-0.016	0.105
Si	-6.542	-0.852	-1.653	0.036	0.069	0.01
Si	-0.445	-1.255	-0.399	-0.267	0.125	0.53
Si	-9.116	-8.161	25.028	-0.077	0.007	-0.043
Si	-6.572	1.167	-5.657	0.066	0.015	-0.074
Si	-2.867	-1.754	27.327	0.094	0.073	0.034
Si	3.947	-7.364	-2.676	0.076	0.095	-0.027
Si	-0.885	3.965	-1.45	0.019	-0.056	0.171
Si	-1.672	-3.303	-2.535	0.034	0.013	-0.001
Si	-7.595	6.803	-4.298	-0.053	0.076	0.052
Si	-5.617	-6.034	24.691	-0.392	-0.142	-0.468
Si	-3.85	4.312	-1.816	-0.002	0.001	-0.005
Si	1.641	10.801	0.318	0.613	-0.346	0.312
Si	1.005	6.384	22.966	0.043	-0.019	0.062
Si	-4.08	0.88	26.374	0.013	-0.032	-0.037
Si	-3.027	7.917	-0.034	-0.075	-0.033	0.075
Si	-3.3	8.095	24.92	-0.089	-0.026	-0.069
Si	-4.582	-2.312	-3.422	-0.041	0.11	0.025
Si	4.622	4.557	22.998	0.098	0.238	-0.575
Si	0.612	-4.653	24.525	0.419	0.293	-0.53
Si	-0.36	4.429	25.372	-0.005	0.163	-0.624
Si	-5.022	5.752	0.459	0.075	0.045	0.716
Si	-8.18	3.217	25.238	0.062	0.039	-0.119
Si	-2.384	-7.519	27.689	-0.003	0.084	-0.025
Si	4.202	5.289	0.54	0.079	-0.244	0.629
Si	0.953	-7.085	-2.162	0.051	-0.05	-0.046
Si	5.277	-4.713	-3.301	-0.082	-0.076	-0.024
Si	-8.544	-4.939	-1.665	0.104	0.001	-0.024
Si	4.78	7.371	-5.093	0.031	0.027	-0.026
Si	2.993	0.615	-3.433	0.019	-0.052	-0.078
Si	-9.134	-4.79	-5.785	0.004	0.025	-0.002
Si	5.061	-7.315	26.98	0.016	0.037	-0.137
Si	3.579	-1.944	22.888	-0.229	-0.112	-0.519
Si	0.643	-3.319	-4.655	0.033	0.038	0.043
Si	3.824	6.201	27.207	-0.154	0.099	-0.115
Si	0.581	-6.226	-5.088	0.001	-0.104	-0.098
Si	-8.501	-0.615	-3.974	-0.039	0.054	0.095
Si	-6.926	1.348	27.365	0.005	-0.043	0.009
Si	2.481	-6.706	25.571	0.038	0.004	-0.135
Si	-4.546	1.434	-1.712	0.053	-0.065	0.157
Si	-0.743	4.661	23.069	-0.033	-0.043	-0.02
Si	1.246	1.696	25.479	-0.056	-0.249	-0.629
Si	-7.355	-7.785	-1.699	0.018	0.047	-0.029
Si	5.294	3.906	25.916	-0.129	-0.014	-0.157
Si	-9.308	-3.586	0.882	0.245	0.161	0.593
Si	-6.641	-4.542	-4.11	0.009	-0.105	0.107
Si	-10.264	3.834	-1.467	-0.074	0.044	0.097
Si	-1.468	-2.352	24.809	0.168	0.43	-0.534
Si	-3.953	0.479	-4.419	0.006	-0.038	0.105
Si	-7.504	-1.623	27.26	-0.018	0.003	0.118
Si	-8.139	-2.212	24.536	0.301	0.278	-0.458
Si	-1.371	1.355	9.546	-0.002	0.011	0
Si	1.37	4.08	9.546	0.005	-0.004	0.001
Si	-1.37	6.821	9.564	0.008	0.01	0.01
Si	1.361	-6.769	9.533	0.008	0.011	0.008
Si	-1.366	-4.084	9.524	0.002	-0.007	0.011
Si	1.374	-1.377	9.53	-0.004	-0.016	0.004
Si	4.109	1.345	9.51	0.018	-0.003	-0.002
Si	-9.486	4.08	9.501	0.004	-0.007	0.009
Si	4.1	6.805	9.527	-0.005	-0.009	-0.007
Si	-9.523	-6.8	9.526	0.01	0.017	0.006
Si	4.079	-4.09	9.525	-0.025	-0.011	0.01
Si	-9.516	-1.355	9.516	-0.001	0.004	-0.006
Si	-6.794	1.366	9.5	-0.016	0.009	0.002
Si	-4.113	4.058	9.523	-0.006	-0.013	0.003
Si	-6.811	6.784	9.492	-0.007	0.011	0.012
Si	-4.101	-6.8	9.502	-0.009	-0.027	0.004
Si	-6.803	-4.061	9.493	-0.001	0.009	-0.003
Si	-4.097	-1.354	9.511	0.01	0	-0.003
Si	-2.729	-0.013	10.889	0.011	-0.01	0.004
Si	-0.008	2.728	10.891	-0.012	0.013	0.001
Si	-2.746	5.435	10.878	-0.008	0.021	-0.003
Si	0.005	-8.14	10.894	0.006	-0.014	0.007
Si	-2.729	-5.451	10.869	0.009	0.005	-0.005
Si	-0.002	-2.727	10.887	0.006	-0.006	0.005
Si	2.736	-0.005	10.875	0.005	0.005	-0.006
Si	-10.857	2.718	10.858	-0.008	0	0.005
Si	2.737	5.443	10.886	0.011	-0.008	0.009
Si	-10.881	-8.151	10.896	-0.014	0.012	0.002
Si	2.715	-5.425	10.903	-0.017	0.012	-0.001
Si	-10.873	-2.722	10.873	0.018	-0.005	-0.006
Si	-8.157	0.01	10.865	-0.015	0.001	0.007
Si	-5.449	2.705	10.895	0.011	-0.008	0.006
Si	-8.15	5.437	10.881	0.005	-0.01	-0.004
Si	-5.45	-8.171	10.859	0.006	0.002	0
Si	-8.149	-5.434	10.864	0.009	-0.019	0.002
Si	-5.451	-2.713	10.871	-0.019	0.012	0.005
Si	-1.363	-1.365	12.244	-0.002	0.007	0.003
Si	1.362	1.357	12.23	0	-0.002	0
Si	-1.37	4.089	12.244	0.007	-0.011	0.002
Si	1.359	-9.517	12.238	-0.004	0.015	-0.001
Si	-1.371	-6.795	12.248	-0.001	0.005	0.002
Si	1.352	-4.077	12.262	0.017	-0.018	0.003
Si	4.09	-1.361	12.24	-0.01	-0.014	0.001
Si	-9.514	1.361	12.233	0.007	0.005	0.002
Si	-12.222	4.071	12.224	0.006	0.005	-0.005
Si	-9.516	-9.523	12.239	-0.004	0.002	-0.001
Si	-12.248	-6.798	12.256	-0.007	-0.001	0.004
Si	-9.512	-4.08	12.232	-0.004	0.007	-0.002
Si	-6.801	-1.351	12.229	0.004	0.001	0.002
Si	-4.083	1.352	12.253	-0.006	0.006	0.008
Si	-6.796	4.078	12.25	-0.002	0.002	0.009
Si	-4.094	6.799	12.238	-0.012	-0.007	-0.001
Si	-6.792	-6.798	12.224	-0.004	0.005	-0.002
Si	-4.082	-4.081	12.223	0.01	-0.009	-0.001
Si	-0.002	0.004	13.597	-0.003	-0.004	0
Si	2.721	2.727	13.58	0.013	0.007	-0.006
Si	-0.01	5.453	13.603	0.012	0.01	-0.003
Si	2.705	-8.164	13.607	-0.002	-0.014	0.002
Si	-0.015	-5.44	13.614	0	0.015	0
Si	2.724	-2.711	13.603	-0.015	0.007	-0.003
Si	5.446	0.005	13.599	0.002	-0.001	0
Si	-8.156	2.712	13.598	-0.011	0.003	-0.002
Si	-10.874	5.426	13.594	-0.008	-0.002	0.005
Si	-8.149	-8.158	13.585	0.002	0.005	-0.004
Si	-10.877	-5.431	13.599	0.006	-0.004	-0.004
Si	-8.148	-2.718	13.587	0	0.009	-0.009
Si	-5.446	-0.007	13.61	-0.009	-0.018	0.004
Si	-2.719	2.722	13.603	0.004	0.006	0.004
Si	-5.436	5.438	13.613	0.009	0.005	-0.001
Si	-2.728	8.155	13.6	0.003	-0.012	-0.009
Si	-5.426	-5.447	13.592	-0.007	-0.005	-0.003
Si	-2.73	-2.726	13.594	0.003	-0.01	-0.004
O	-0.301	0.174	-1.163	-0.522	0.143	-0.002
O	5.08	5.791	-5.073	-0.416	-0.585	-0.327
O	-7.429	7.836	-0.258	0.56	-0.198	-0.051
O	-10.372	-4.71	1.363	0.011	-0.06	-0.387
O	-6.497	5.254	-0.035	-0.087	-0.061	-0.23
O	5.025	-0.295	1.369	-0.393	0.164	-0.054
O	-9.491	1.437	2.154	0.181	0.13	-0.346
O	-7.892	3.493	1.387	0.36	-0.287	0.016
O	1.47	1.69	0.091	0.41	0.291	-0.137
O	-8.3	-4.264	-0.211	0.656	-0.043	0.315
O	4.561	-3.28	-3.447	0.399	0.206	-0.143
O	-1.099	3.954	0.142	-0.237	0.279	-0.118
O	-3.575	0.845	-2.884	0.593	-0.015	0.003
O	-2.624	8.139	1.512	0.564	0.553	-0.103
O	-5.347	-5.468	1.41	-0.063	-0.15	-0.383
O	5.148	2.431	26.536	0.436	-0.095	0.132
O	-6.455	-6.158	26.086	-0.22	0.484	0.319
O	-8.592	2.092	24.144	0.25	-0.303	0.252
O	-4.232	0.972	24.768	0.236	0.244	0.03
O	0.814	3.281	25.514	0.357	0.225	-0.201
O	-6.972	4.102	24.607	0.309	-0.114	0.662
O	-0.285	-5.881	23.944	-0.037	-0.254	0.461
O	-3.25	-3.825	1.694	0.249	-0.153	-0.077
O	-2.915	-6.963	-0.733	0.144	0.023	-0.114
O	2.489	-7.544	-2.043	0.133	-0.265	-0.044
O	0.695	-4.681	-5.524	0.197	0.137	-0.728
O	-8.398	-7.478	23.754	-0.133	0.125	-0.065
O	-4.28	5.564	-2.746	0.114	0.285	0.184
O	-4.079	6.735	24.522	-0.007	-0.558	0.659
O	0.619	-6.245	-3.483	-0.297	0.223	0.156
O	-9.734	6.76	24.513	-0.063	-0.287	0.464
O	-7.04	-1.072	-0.131	-0.37	0.13	-0.083
O	3.609	-6.636	26.734	-0.131	0.424	0.354
O	5.08	-7.569	-1.551	0.513	0.254	-0.224
O	0.452	-5.271	1.405	-0.414	0.22	-0.148
O	-4.312	-6.984	24.84	0.322	0.181	-0.337
O	-6.026	-6.046	-4.261	-0.03	-0.158	-0.344
O	-2.75	0.746	-5.456	0.39	0.169	0.252
O	-8.709	5.671	-4.47	0.277	-0.07	-0.184
O	-7.407	-0.083	26.787	-0.341	0.059	-0.476
O	-3.8	-5.986	-2.957	0.248	0.212	-0.428
O	2.504	1.115	-4.884	-0.556	0.55	0.066
O	-1.692	4.087	26.234	-0.222	0.37	-0.259
O	3.325	-6.906	24.192	-0.122	-0.254	-0.061
O	-10.78	0.579	23.8	-0.338	0.093	-0.222
O	-5.317	-1.828	-2.059	0.516	-0.249	0.226
O	0.277	5.851	25.913	-0.164	0.106	0.713
O	-8.757	-3.612	23.969	0.458	-0.327	0.197
O	3.64	-1.878	-0.134	-0.11	-0.046	-0.294
O	-3.979	-0.669	26.855	-0.433	-0.346	0.311
O	-7.654	-4.307	-5.345	-0.027	0.392	-0.551
O	-5.462	-3.449	-4.153	0.279	-0.131	-0.254
O	2.554	5.361	0.674	0.136	-0.471	-0.399
O	3.409	-2.3	-5.599	0.672	-0.176	-0.408
O	0.326	0.992	26.631	-0.42	-0.316	-0.178
O	-7.985	7.938	26.149	0.11	-0.669	0.092
O	-6.18	6.062	-4.449	-0.168	-0.563	-0.098
O	-7.687	7.97	-5.43	0.481	0.034	-0.355
O	3.29	-0.971	-3.362	0.229	-0.06	0.24
O	-4.114	-4.603	-0.693	-0.245	0.044	-0.142
O	-8.365	-6.536	-1.67	-0.528	-0.171	-0.197
O	-10.21	-8.036	-5.091	-0.083	0.427	0.56
O	4.807	7.466	27.363	0.532	-0.278	0.057
O	-0.004	2.701	-1.896	0.032	0.126	-0.253
O	-0.722	-3.258	-3.831	-0.233	-0.083	-0.285
O	-7.425	-2.554	25.951	0.358	-0.259	-0.022
O	-5.479	-2.878	0.813	0.244	-0.102	-0.008
O	-2.863	-3.003	24.209	-0.161	0.262	0.257
O	-10.853	-5.36	23.48	0.064	0.106	0.53
O	4.635	6.734	-0.017	-0.107	-0.228	-0.018
O	-7.473	-4.352	-2.726	0.067	0.152	0.127
O	4.408	4.067	24.561	-0.281	-0.028	0.159
O	4.346	1.373	-3.009	-0.034	0.386	-0.132
O	-4.785	3.004	-2.026	-0.494	0.129	-0.292
O	-9.897	3.566	-5.444	-0.25	-0.042	-0.054
O	-1.095	-2.31	-1.42	-0.055	0.136	0.15
O	1.622	-5.332	25.613	0.102	0.208	0.589
O	-2.791	1.741	26.831	0.189	-0.157	-0.045
O	1.851	0.963	-2.387	0.007	0.008	0.012
O	0.81	-2.106	-5.726	-0.666	0.188	-0.193
O	-0.021	7.958	-2.18	-0.37	0.018	-0.34
O	-2.064	-7.921	23.928	0.172	-0.303	-0.046
O	-10.472	4.386	-2.97	-0.296	0.248	-0.147
O	-3.23	-3.342	27.221	-0.444	-0.199	-0.161
O	2.895	6.287	25.879	0.226	-0.375	-0.513
O	-7.776	7.48	-2.841	-0.461	-0.038	0.168
O	-5.845	-7.289	-1.969	0.483	0.364	0.402
O	-4.505	7.224	-0.085	-0.312	0.483	-0.293
O	-9.593	0.459	-3.466	0.105	0.035	-0.325
O	-10.1	-2.351	0.188	-0.199	0.005	-0.301
O	-5.005	-4.553	24.407	-0.191	0.45	0.523
O	4.772	4.918	27.047	0.026	-0.11	0.748
O	-1.784	-4.787	-1.884	0.312	-0.461	0.113
O	4.142	-5.864	-3.246	-0.306	0.204	-0.295
O	-4.502	7.992	-3.97	0.379	0.138	-0.062
O	-3.135	-2.86	-3.021	0.057	0.252	0.108
O	0.56	7.02	0.174	0.067	0.205	0.038
O	-0.412	-3.555	25.147	0.033	0.136	0.587
O	-7.785	-1.177	-2.638	-0.018	-0.666	0.188
O	-8.635	6.077	1.24	-0.474	-0.067	0.053
O	-2.692	7.907	26.39	-0.107	-0.478	0.272
O	-1.951	6.924	-0.724	-0.226	-0.459	-0.336
O	-10.85	-0.285	-1.243	0.122	-0.053	0.236
O	-7.357	-0.002	-4.907	0.082	-0.382	-0.039
O	4.238	-1.656	24.373	-0.235	-0.066	0.294
O	2.789	1.483	25.95	0.361	-0.167	-0.295
O	-3.842	1.221	-0.263	-0.044	0.037	-0.15
O	-4.41	-1.076	-4.458	-0.085	-0.194	-0.367
O	-9.178	-1.737	-4.933	-0.215	-0.425	0.29
O	-5.792	7.99	27.451	0.395	-0.066	-0.407
O	-10.096	-4.628	-2.001	-0.172	0.052	0.663
O	-5.357	1.549	27.079	0.064	0.556	0.078
O	-10.312	-7.256	25.654	0.181	0.621	-0.171
O	0.758	-6.178	-0.857	-0.839	0.178	0.128
O	-10.068	-5.083	-4.519	0.176	-0.554	0.082
O	3.998	7.783	-3.763	-0.641	-0.534	0.154
O	1.431	-7.95	25.7	-0.529	0.151	0.169
O	-5.177	1.427	-4.898	-0.035	0.416	0.174
O	-3.985	4.71	-0.244	0.414	-0.235	0.196
O	2.252	-4.1	-0.202	0.038	0.125	-0.363
O	-8.923	4.49	-0.835	0.137	0.279	-0.35
O	-9.465	4.139	25.56	0.027	0.55	0.046
O	4.925	-0.12	26.294	0.074	-0.364	0.441
O	-9.445	-1.308	24.907	0.056	0.13	0.181
O	-5.987	0.677	-1.779	-0.27	0.505	-0.134
O	-7.474	2.501	-5.564	0.294	0.361	0.583
O	-9.841	-7.909	0.656	0.001	0.782	0.247
O	-2.329	-5.952	27.274	-0.063	0.034	-0.585
O	-10.051	2.229	-1.508	0.167	-0.043	0.333
O	-2.329	3.898	-2.16	0.028	-0.564	-0.526
O	4.755	4.2	-0.545	-0.13	-0.507	-0.191
O	-3.704	5.833	-5.296	0.019	-0.21	0.156
O	1.866	-7.048	-5.61	0.322	0.066	0.114
O	1.913	-3.219	-3.636	-0.058	-0.03	0.311
O	-0.801	-6.839	-5.647	-0.559	-0.016	0.371
O	-1.679	-1.583	26.23	0.526	0.08	0.102
O	1.032	-1.765	0.073	-0.013	0.232	0.185
O	-0.151	5.362	-1.815	0.276	-0.052	-0.298
O	-7.724	2.52	26.615	-0.277	0.288	0.263

Results
total energy: -99465.203 eV
total energy less fixed offsets of O -438.25, Si -107.07 eV per atom: -3.253 eV
